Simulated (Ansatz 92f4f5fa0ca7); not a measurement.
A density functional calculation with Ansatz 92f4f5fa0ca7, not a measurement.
Periodic cell of 148 atoms, Si92O56, from a study of silicon, its oxide and their interface. The atomic structure is a simulated model.

Settings
functional: r2SCAN
potential files: Ansatz norm-conserving
basis: plane waves
wave-function cutoff: 1300 eV
density cutoff ratio: 4
exchange-correlation grid ratio: 1
k mesh: 2 x 2 x 1, shifted by 0.5 0.5 0.5 of a step
self-consistency stop: 5e-08 eV per atom in the density residual
occupations: Fermi-Dirac, 0.05 eV
spin: none
net charge: 0

Cell vectors (angstrom)
a 10.88 0 0
b 0 10.88 0
c 0 0 22.1655

Atoms: element, x, y, z (angstrom)
Si 0.6847 -0.8935 0.3624
Si 2.4379 2.87 -0.0246
Si 0.2459 5.1638 -0.7279
Si 2.0898 7.8191 0.0186
Si 6.1791 0.4207 -0.4446
Si 7.9609 3.8679 0.8952
Si 7.0745 5.7339 0.0583
Si 8.0006 9.0477 0.2258
Si 1.5649 1.4905 1.5659
Si 4.439 4.2814 0.6696
Si 0.3211 5.5794 3.3962
Si 4.3146 10.0505 1.7024
Si 7.9466 1.5507 0.1626
Si 10.2985 4.2797 1.2109
Si 7.0685 7.6431 1.5798
Si 9.3063 10.1638 1.5545
Si 0.0749 2.8295 3.0794
Si 3.2773 0.7351 3.101
Si 0.1744 8.9058 2.6135
Si 3.6855 6.2932 1.6708
Si 5.237 3.1236 2.8029
Si 7.8288 0.9567 3.0775
Si 5.9069 8.7864 3.044
Si 8.5677 5.7103 2.8158
Si 1.9879 4.1103 2.5167
Si 4.934 1.6567 4.547
Si 1.827 9.9776 4.0119
Si 4.2958 7.2238 4.2816
Si 7.4201 3.7149 3.2333
Si 9.6957 1.4514 4.8379
Si 6.752 10.224 4.7018
Si 10.072 7.2922 4.6734
Si 0.3344 0.0202 5.6208
Si 2.8691 2.9287 5.2995
Si 0.4418 5.7612 5.6521
Si 2.6695 8.4772 5.3446
Si 5.1455 0.5544 6.8332
Si 8.3067 3.1045 5.5088
Si 5.3295 5.4164 5.4088
Si 7.8643 8.4074 5.9667
Si 1.2785 1.6431 6.8087
Si 3.9402 4.4166 6.8937
Si 1.7 7.2033 6.9709
Si 4.0318 9.2558 6.9419
Si 7.449 1.1538 6.2171
Si 9.9357 4.5034 6.8131
Si 7.0196 6.4431 6.7123
Si 9.8717 9.4393 7.1229
Si -0.1911 2.7162 8.2585
Si 2.5603 0.0076 8.1101
Si -0.3582 7.5052 8.6621
Si 2.7062 5.6419 8.3688
Si 4.6861 2.2947 8.1555
Si 8.5262 0.5225 8.1554
Si 6.2682 8.2075 8.1408
Si 8.1723 4.6763 8.3852
Si 1.7168 3.599 9.376
Si 2.9945 1.7082 9.8077
Si 0.8429 9.5081 9.6311
Si 4.2952 7.1262 9.9211
Si 6.7729 2.8334 9.184
Si 8.9608 1.6406 9.8255
Si 6.49 10.291 9.1609
Si 8.9229 6.3905 9.9047
Si 0.025 -1.2659 11.7933
Si 6.9115 -2.337 10.4935
Si 0.4842 5.2553 11.8027
Si 1.7936 7.7983 11.6454
Si 4.4833 0.9956 11.3931
Si 9.4305 0.4226 11.9626
Si 6.4095 3.367 11.6742
Si 8.4152 8.8729 12.1905
Si 4.1377 0.8292 17.1407
Si 8.7434 3.8233 16.4464
Si 4.5977 -1.5877 12.4097
Si 6.5522 7.6696 13.8958
Si 2.4042 1.9533 16.2364
Si 9.1954 3.3149 13.2338
Si 4.9861 5.1673 12.2616
Si 11.8896 10.8338 14.6473
Si 4.8858 -3.2349 18.0436
Si 9.1801 0.0388 15.9571
Si 7.7665 -1.6135 18.2926
Si 10.81 2.1296 17.7939
Si 3.7396 0.7968 20.2042
Si 6.7297 1.839 15.7562
Si 2.7932 9.1789 17.1224
Si 4.5609 3.7471 14.9047
Si 9.0856 7.0454 20.1724
Si 17.5014 -4.996 16.2521
Si 13.6013 8.4773 20.0563
Si 9.9852 0.2573 20.0489
O 3.5911 -3.1527 0.7965
O 3.8598 -0.7226 -4.512
O 2.6049 1.889 -1.3802
O 3.3035 -0.8312 -1.6622
O -0.7629 5.8616 -1.8402
O 1.4729 4.0293 -0.9281
O 0.8635 6.5265 0.1022
O -3.0336 6.2204 -1.1957
O 6.7817 -1.0773 -0.415
O 5.3791 0.4253 1.0566
O 9.0982 1.274 -1.1442
O 10.8888 -0.7772 -1.0827
O 7.6267 2.7542 -5.2181
O 5.5707 5.149 -0.357
O 9.2675 8.0797 -0.7569
O 12.9126 8.8387 -3.7102
O 1.072 -0.6935 13.2018
O 1.8066 -0.9114 15.8626
O 4.317 5.8079 10.9333
O 3.2195 3.244 15.791
O -0.7972 6.1625 10.8597
O 5.3378 -2.7025 11.3736
O 1.3977 4.4716 10.8255
O 3.1586 8.7248 12.0113
O 6.3997 -3.5952 15.3559
O 5.3665 0.0643 10.2273
O 7.938 3.4698 12.3429
O 9.8147 1.8361 12.7225
O 6.0914 6.2858 13.0076
O 8.0716 8.0424 13.5679
O 8.0524 10.4921 12.5662
O 7.3015 7.068 10.1524
O 5.7727 0.9129 16.7191
O 5.3419 2.2455 14.6365
O 10.0338 3.5241 17.4897
O 12.4393 2.4353 17.3998
O -0.5159 -0.4296 15.0618
O 8.3475 -5.508 16.2278
O 5.5655 12.9536 11.9559
O 4.0213 4.6021 13.3839
O 6.1388 -1.8843 18.3789
O 8.2504 -0.9321 16.9191
O 10.3703 4.3475 12.6457
O 9.0408 3.7031 14.8577
O 14.5304 7.8219 16.9091
O 1.7115 1.3839 14.9374
O 5.4227 -2.0457 13.779
O 9.7461 1.2998 16.847
O 8.8735 -0.7478 19.3634
O 5.6356 -4.5398 17.5579
O 14.9089 -3.5506 19.6565
O 7.969 0.7307 15.1273
O 11.1133 1.2525 19.1117
O 4.0031 1.5602 18.7232
O -2.4246 7.6291 18.7976
O 5.7129 -6.1199 15.4846

Results
free energy: -36764.803 eV
free energy less fixed offsets of O -463.61, Si -117.95 eV per atom: 48.757 eV
pressure: -3.17 GPa
stress xx, yy, zz, yz, xz, xy (GPa, positive in tension): 4.55, 2.8, 2.15, -1.43, 0.82, 0.14

Forces (eV/angstrom), in the order of the atoms: element, x, y, z
Si 1.1517 0.1282 1.7937
Si -0.1234 1.6555 -2.6508
Si 1.7144 0.8329 1.7694
Si -3.221 0.0649 -0.2689
Si -4.3338 0.7072 0.2143
Si 1.6225 -2.1511 0.9265
Si -2.449 0.1354 0.5645
Si 3.8042 -2.9001 -2.1032
Si -0.6395 -0.8083 0.8467
Si 0.5796 0.7819 -0.3881
Si -0.541 -0.4632 -1.399
Si 1.8423 1.6338 0.137
Si 3.1325 1.3019 -0.3707
Si -1.9141 -0.0966 1.4131
Si 0.6547 -3.9619 0.6769
Si 1.364 1.9299 2.2707
Si 0.0599 -0.5997 -0.9743
Si -0.9244 -0.5909 0.0765
Si -0.8262 -0.8505 1.0135
Si 0.4771 -0.5841 2.8107
Si -0.0743 1.3244 -0.1822
Si 1.2375 -0.5488 -0.2568
Si -2.3593 0.0052 1.3881
Si 1.3652 1.5309 0.0279
Si 0.7528 0.4768 0.9121
Si -1.3881 -0.4902 0.3095
Si -1.7353 1.5656 -0.9652
Si 0.8353 -0.684 -2.0529
Si 0.1442 -0.2618 0.3553
Si -0.6887 0.1624 -2.8482
Si 0.5205 -0.0631 -0.3479
Si -2.0347 1.9463 -2.0346
Si -0.4786 -1.9359 -0.0639
Si -0.2283 0.2117 -0.1271
Si 1.3952 -0.3253 0.8847
Si 0.5781 -1.0707 -0.0663
Si 0.873 -0.877 -1.2506
Si 0.3095 1.8426 -0.4755
Si 0.8665 0.5334 -0.5818
Si 1.7384 1.0893 -0.4249
Si 1.484 -0.0077 0.3337
Si 0.1403 -1.5981 0.0787
Si -1.8055 -1.1833 1.1312
Si 1.6848 1.4609 1.7433
Si -1.0469 -0.6432 0.4264
Si -1.9748 -2.1752 1.4552
Si -0.4031 -1.4499 0.8626
Si -0.9785 0.1788 0.427
Si 0.225 0.652 0.4544
Si -0.8787 -0.3032 1.1612
Si 1.7792 3.0019 -2.0956
Si 0.7729 -0.0634 0.1944
Si -0.207 1.8731 0.6208
Si -0.7886 -4.1938 -2.7656
Si -3.131 -0.4786 -1.9958
Si -0.4961 1.4883 -0.4374
Si -0.85 1.6707 0.7127
Si 0.1696 -0.0481 -1.1133
Si 0.0402 -1.1797 -0.9435
Si -0.732 -0.3137 -0.4728
Si 1.4022 1.2516 1.2681
Si 0.8097 2.384 1.9272
Si 0.1004 1.5916 -0.535
Si -4.2739 -0.3384 -3.5618
Si 0.9843 -0.4502 1.6523
Si -1.4366 1.3961 3.3774
Si -1.8363 3.1904 -0.2046
Si -0.0043 0.553 -1.2125
Si 1.979 -3.1331 -0.2046
Si -1.5368 1.9368 0.0161
Si 1.3631 2.1918 -2.3703
Si 1.0823 1.383 0.2704
Si 2.2484 -0.2371 3.6467
Si 2.192 -0.8251 0.421
Si 0.4329 1.0045 -0.0212
Si -1.817 -1.8518 -4.0291
Si 3.322 -0.6037 -1.7741
Si 3.9223 -0.1872 0.7811
Si 4.1208 1.865 0.2361
Si 1.0566 -2.8956 1.1819
Si -0.8413 1.2164 3.0672
Si -2.5379 1.9371 2.0276
Si 2.448 -1.9356 2.2785
Si 0.6367 -0.0057 -1.4337
Si 0.9337 0.3069 0.1733
Si -0.0135 -3.1035 0.5602
Si -3.5365 0.0052 -3.0182
Si -1.135 -0.3896 -1.823
Si -3.7409 0.6667 2.4597
Si -0.1945 1.5877 -0.5015
Si 2.4969 0.9417 -3.2175
Si 0.0077 0.1431 1.7385
O -1.8645 -0.9103 -0.7248
O 2.3575 3.2411 -0.9934
O 1.6449 -1.2472 0.8461
O -0.4374 0.2038 -1.0415
O 3.2068 -1.8017 -1.0028
O -0.7592 0.7331 0.1196
O 2.6126 1.3153 -1.0239
O -0.2529 0.1664 -2.4058
O -0.6615 -0.7271 -2.1973
O -0.8439 -0.9836 -0.587
O 0.1864 -0.0708 0.1849
O -0.6202 2.0754 -3.427
O -2.4001 0.0632 -2.7718
O -0.9886 -1.2387 0.7019
O -1.5002 2.4579 0.7053
O -1.9068 -1.0429 3.8797
O 0.0032 0.3394 -1.2291
O 2.0529 -2.0209 1.9141
O 0.333 -0.2569 0.8279
O 3.1209 3.557 -2.2774
O 3.4998 -1.7027 4.1886
O 1.7858 1.3019 -2.2786
O 0.7798 -1.8258 -1.3076
O -2.0051 -0.8214 1.5309
O 1.2338 -2.8595 5.5002
O 0.1055 0.3704 -0.0324
O -3.2539 0.3253 -0.5644
O -0.4466 0.5444 1.9748
O -0.6901 0.1689 -0.0202
O 0.3056 0.1796 -0.2081
O 1.6176 0.6346 -0.8652
O 3.2417 -3.7825 -0.6274
O -1.2329 0.3155 0.1506
O 2.7637 2.2759 1.7472
O -0.8371 1.7671 -0.1626
O -5.0863 0.3171 2.4898
O -0.2107 -0.2299 -0.3844
O -5.0225 2.3302 2.3421
O -1.1825 -2.1067 0.9074
O -0.5249 -2.3179 3.9472
O 0.0585 -1.6119 -0.6535
O 0.774 -1.1064 -0.4833
O -0.9634 -0.9859 1.5178
O 0.6831 -2.5254 -2.9409
O 1.8466 -0.1615 -0.1321
O -1.9691 -0.3078 -1.83
O -0.6975 1.0458 -0.9822
O 1.6635 -1.6106 0.238
O -1.019 0.2048 -1.0684
O 2.6859 -1.6497 -0.8053
O 0.2185 2.9507 -3.0765
O -2.7711 2.9478 -0.0159
O -3.0263 -1.7645 1.8813
O 0.2656 -1.9756 -0.6176
O -0.1855 1.9018 -0.9642
O -0.3903 -0.9722 0.5949
